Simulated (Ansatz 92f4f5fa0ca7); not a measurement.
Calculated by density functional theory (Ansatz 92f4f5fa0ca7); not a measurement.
Periodic cell of 223 atoms, Si132O89H2, from a study of silicon, its oxide and their interface. The atomic structure is a simulated model.
Doubt: the cutoff is far below the 930 eV that the study's wrapper takes by default for these files, so forces and energies are approximate.
This geometry differs little from another in the collection (a relaxation step or a small displacement).

Settings: functional PBE; potential files Ansatz PAW; basis plane waves; wave-function cutoff 580 eV; density cutoff ratio 5; exchange-correlation grid ratio 1; k mesh 1 x 1 x 1, Gamma-centred; self-consistency stop 5e-08 eV per atom in the density residual; occupations fixed; spin none; net charge 0.

Cell vectors (angstrom)
a	10.938	0	0
b	0	10.938	0
c	0	0	32.7589

Atoms: element, x, y, z (angstrom)
Si	-0.0386	0.2401	25.1702
Si	5.7226	-0.1867	25.213
Si	2.4104	2.9539	25.312
Si	8.5535	2.4176	25.0834
Si	0.3427	5.3297	25.3206
Si	5.1813	5.797	25.3001
Si	3.0198	7.9889	25.6786
Si	7.9167	8.4679	25.2689
Si	1.3344	1.4027	26.6857
Si	6.9363	1.3692	26.5054
Si	4.1214	4.0737	26.5343
Si	9.579	4.1127	26.4612
Si	1.4274	6.7629	26.8185
Si	6.8144	6.8793	26.6223
Si	4.23	9.6501	26.7174
Si	9.639	9.5778	26.4728
Si	2.7405	0.0215	27.9902
Si	8.2563	-0.0219	27.9289
Si	-0.0581	2.7753	27.9828
Si	5.5115	2.7078	27.905
Si	2.8123	5.3747	28.0477
Si	8.211	5.4572	27.914
Si	-0.0171	8.2094	27.9673
Si	5.4976	8.2075	28.0486
Si	4.1018	1.3673	29.3407
Si	9.5708	1.3673	29.3407
Si	1.3673	4.1018	29.3407
Si	6.8362	4.1018	29.3407
Si	4.1018	6.8362	29.3407
Si	9.5708	6.8362	29.3407
Si	1.3673	9.5708	29.3407
Si	6.8362	9.5708	29.3407
Si	0	0	30.7079
Si	5.469	0	30.7079
Si	2.7345	2.7345	30.7079
Si	8.2035	2.7345	30.7079
Si	0	5.469	30.7079
Si	5.469	5.469	30.7079
Si	2.7345	8.2035	30.7079
Si	8.2035	8.2035	30.7079
Si	1.3673	1.3673	32.0752
Si	6.8362	1.3673	32.0752
Si	4.1018	4.1018	32.0752
Si	9.5708	4.1018	32.0752
Si	1.3673	6.8362	32.0752
Si	6.8362	6.8362	32.0752
Si	4.1018	9.5708	32.0752
Si	9.5708	9.5708	32.0752
Si	2.7345	0	0.6835
Si	8.2035	0	0.6835
Si	0	2.7345	0.6835
Si	5.469	2.7345	0.6835
Si	2.7345	5.469	0.6835
Si	8.2035	5.469	0.6835
Si	0	8.2035	0.6835
Si	5.469	8.2035	0.6835
Si	4.1018	1.3673	2.0507
Si	9.5708	1.3673	2.0507
Si	1.3673	4.1018	2.0507
Si	6.8362	4.1018	2.0507
Si	4.1018	6.8362	2.0507
Si	9.5708	6.8362	2.0507
Si	1.3673	9.5708	2.0507
Si	6.8362	9.5708	2.0507
Si	0	0	3.418
Si	5.469	0	3.418
Si	2.7345	2.7345	3.418
Si	8.2035	2.7345	3.418
Si	0	5.469	3.418
Si	5.469	5.469	3.418
Si	2.7345	8.2035	3.418
Si	8.2035	8.2035	3.418
Si	1.3603	1.3522	4.8007
Si	6.8407	1.3614	4.7902
Si	4.1294	4.0849	4.7084
Si	9.5762	4.111	4.8101
Si	1.3515	6.8491	4.7675
Si	6.7881	6.8677	4.8196
Si	4.0899	9.5374	4.8513
Si	9.4811	9.6571	4.7145
Si	2.6553	-0.092	6.2109
Si	8.1384	-0.003	6.2247
Si	-0.0009	2.7378	6.1921
Si	5.476	2.7393	6.1035
Si	2.747	5.4134	6.0366
Si	8.1918	5.4933	6.1489
Si	-0.1176	8.2623	5.9724
Si	5.3775	8.1504	6.3265
Si	3.8687	1.5571	7.3397
Si	9.7847	1.1572	7.4916
Si	1.6938	3.8491	7.4197
Si	6.6604	4.3032	7.4513
Si	4.2541	6.3762	7.5528
Si	9.2883	7.1818	7.3664
Si	0.9323	9.7107	7.4699
Si	6.9747	9.3485	7.609
O	1.3897	4.1549	24.7671
O	6.8086	9.5884	24.7113
O	2.7749	2.6759	7.8543
O	8.1523	8.2374	7.9883
O	5.508	5.3722	7.9457
O	-0.0676	-0.0001	7.9584
O	4.0297	6.9221	24.9286
O	9.7332	1.3185	24.721
O	1.1507	8.7706	8.828
O	1.4059	4.6258	8.8472
O	9.2707	1.8625	8.891
O	6.3442	9.9685	9.0275
O	4.5616	0.9558	8.6894
O	3.425	6.4717	8.9928
O	7.4114	3.7781	8.8221
O	10.2625	6.7143	8.6201
O	2.801	2.0135	24.0065
O	5.0135	0.5064	23.8768
O	7.9638	2.7825	23.5725
O	10.7988	6.2844	24.0586
O	8.4991	7.6752	23.9529
O	2.1751	8.834	24.5944
O	5.7387	5.3388	23.8226
O	0.7718	10.7915	23.7589
Si	2.8862	9.4626	18.1845
Si	4.0819	5.267	19.9288
Si	-1.3656	4.0132	19.7259
Si	4.1002	1.6338	23.0982
Si	12.6503	-1.3968	23.2438
Si	12.0804	-3.8379	16.7607
Si	-0.0511	8.1416	21.169
Si	15.8904	-3.7691	15.0487
Si	3.5766	4.0245	12.3453
Si	-5.555	10.3375	14.5529
Si	7.5245	-1.8091	17.6628
Si	6.0592	4.5944	13.8717
Si	7.9015	10.9482	13.0993
Si	0.2344	-3.2926	9.6188
Si	-1.1134	9.2757	11.8767
Si	-1.5541	10.2618	19.5224
Si	2.3421	-4.961	14.2517
Si	1.1474	-0.1915	12.9856
Si	3.8554	0.7646	12.2222
Si	5.3762	4.4867	22.4861
Si	2.7185	1.4043	17.3769
Si	8.324	2.916	12.7117
Si	5.1436	7.4419	17.975
Si	5.6908	0.3858	9.6942
Si	5.1121	2.4744	18.7958
Si	-0.3875	1.7563	17.7328
Si	-0.8054	1.3898	14.5655
Si	0.9889	5.8636	19.407
Si	6.5196	0.035	19.7994
Si	9.4434	6.5965	23.19
Si	8.1737	3.8289	22.33
Si	13.2388	5.595	9.8238
Si	5.1167	2.1805	15.8928
Si	3.7123	-0.4222	21.0217
Si	0.3953	8.0768	14.0762
Si	8.0433	2.5611	9.6983
O	4.9061	11.1151	11.1154
O	6.6719	-0.8579	13.6229
O	2.5243	5.3088	19.4778
O	1.2305	1.9913	17.6575
O	0.147	-3.0679	15.6934
O	4.6872	6.6948	16.5984
O	-5.6231	-0.7107	20.6687
O	2.0171	6.0243	15.8621
O	5.0673	4.6476	12.5757
O	1.2544	6.6852	10.4564
O	6.1336	1.6273	19.7409
O	6.7384	-3.2103	17.9092
O	-0.7673	0.4349	18.6144
O	3.0443	9.7597	22.3157
O	0.7768	8.4826	22.4949
O	7.4223	1.5385	12.7848
O	9.0808	0.1404	14.262
O	9.1027	3.2487	21.1126
O	3.6707	1.1333	21.5882
O	3.7711	2.4016	12.261
O	6.7503	4.2504	21.6455
O	10.9912	4.7319	20.0839
O	3.471	2.0964	16.0861
O	5.6719	0.6513	15.592
O	2.7741	-0.8888	19.7355
O	4.1931	0.0394	13.6422
O	6.1219	6.1071	14.531
O	0.4591	6.132	17.8777
O	2.6311	-0.2169	17.1739
O	5.7872	2.6234	17.3165
O	1.4062	-1.5837	13.8203
O	-0.8622	8.3511	10.5877
O	-0.0443	-0.441	11.9133
O	13.9176	4.6628	10.9726
O	5.5148	3.3638	14.839
O	7.7809	-1.6693	16.0736
O	4.8571	3.9522	19.3791
O	8.7532	5.1538	23.0464
O	3.6833	6.8888	14.0658
O	-1.2658	7.1902	21.6872
O	8.0656	-0.1167	20.3674
O	-0.9836	-2.578	13.2459
O	4.8401	-4.3835	19.294
O	-6.6688	5.2576	21.5559
O	8.9204	9.0773	18.5003
O	0.6983	0.9535	14.0873
O	4.9021	3.0201	22.9553
O	10.4297	-1.3653	20.5453
O	0.9099	7.2914	20.1802
O	-5.8568	8.816	15.0978
O	8.4003	-0.8744	11.8162
O	7.552	4.1949	13.3528
O	-4.3058	-0.5592	18.2752
O	1.9169	8.2588	17.6399
O	10.0454	1.661	16.1697
O	4.3849	8.8715	18.0808
O	13.2689	-10.6714	11.9829
O	6.8744	1.4629	9.9451
O	1.0934	-4.2262	13.497
O	2.6041	4.4914	13.6071
O	9.6595	2.6627	13.6391
O	8.6218	3.1472	11.1198
O	3.6742	1.6981	18.6784
O	-1.1293	2.9857	18.4785
H	8.4306	-1.0395	15.7137
O	-2.4078	5.1816	19.2826
H	-3.3474	4.9798	19.1748

Results
free energy: -134561.919 eV
free energy less fixed offsets of H -15.97, O -568.88, Si -635.61 eV per atom: 0.861 eV

Forces (eV/angstrom), in the order of the atoms: element, x, y, z
Si	-0.0048	0.0097	-0.0111
Si	0.0033	-0.0058	-0.0156
Si	-0.02	0.0111	-0.0255
Si	-0.0046	-0.0009	-0.0246
Si	0.009	-0.0112	-0.0131
Si	-0.007	0.0079	0.0004
Si	-0.0025	-0.0078	-0.0073
Si	-0.0179	0.0063	-0.0087
Si	-0.0096	0.0014	0.0096
Si	0.0067	-0.0077	0.0046
Si	-0.0009	0.0067	0.0083
Si	0.004	-0.0029	0.0072
Si	0.0001	0.0018	0.0095
Si	-0.0098	0.0059	0.0055
Si	0.004	0.0034	0.0159
Si	0.001	-0.0025	0.0033
Si	0.0063	0.0018	-0.002
Si	-0.0032	0.0023	0.0015
Si	0.0052	-0.0035	-0.0042
Si	-0.0013	0.0044	-0.0009
Si	-0.0024	-0.0025	-0.0063
Si	0.0027	-0.0054	-0.0033
Si	-0.003	-0.0008	-0.0004
Si	0.001	-0.0048	-0.0034
Si	0.2161	0.2024	-0.1249
Si	-0.1697	0.0063	0.0361
Si	-0.1119	-0.2926	0.3488
Si	0.0429	-0.0456	-0.4119
Si	0.1041	-0.103	0.4194
Si	-0.1635	-0.0517	-0.2108
Si	-0.0681	0.0087	-0.0887
Si	0.5343	0.1652	0.224
Si	0.0441	0.0653	-0.0094
Si	0.0498	0.0667	-0.0297
Si	-0.074	-0.0072	0.0166
Si	-0.0281	-0.083	-0.0131
Si	0.0641	0.0397	-0.0356
Si	0.0181	0.1073	0.0131
Si	-0.0396	-0.0547	-0.024
Si	-0.0227	0.0419	0.0178
Si	0.0642	-0.0368	-0.0012
Si	-0.016	0.0312	-0.0077
Si	-0.0263	-0.0011	-0.028
Si	0.0344	0.0206	-0.0394
Si	-0.0389	0.0034	-0.0028
Si	0.0241	-0.0218	0.0027
Si	-0.0004	-0.0449	-0.0365
Si	0.0218	-0.0538	-0.0191
Si	-0.0063	0.0012	0.014
Si	-0.0262	0.0329	0.0215
Si	-0.0441	0.0181	-0.0069
Si	0.0067	-0.0318	0.0282
Si	0.0287	0.017	0.0277
Si	0.0085	-0.0086	0.0092
Si	0.017	0.0362	0.0408
Si	-0.0443	0.0351	0.0002
Si	-0.1079	-0.0287	0.0142
Si	0.1317	0.0359	-0.0392
Si	-0.0321	-0.0411	0.0071
Si	0.0332	0.0815	0.0171
Si	0.0126	-0.0151	-0.0035
Si	-0.0251	-0.0478	0.0425
Si	0.0122	-0.0212	0.0492
Si	-0.0377	-0.1378	-0.0355
Si	-0.0918	0.3685	-0.2841
Si	-0.1114	-0.2076	0.333
Si	-0.0657	-0.3259	-0.1734
Si	0.1263	0.0083	0.1459
Si	-0.0158	-0.0614	-0.007
Si	0.1986	0.2632	-0.2823
Si	0.1064	0.0183	0.0737
Si	-0.493	0.0504	-0.1344
Si	-0.0043	-0.0025	0.0006
Si	0.0052	-0.0017	0.0123
Si	0.0043	0.0025	0.0101
Si	0.0031	-0.0004	0.0017
Si	0.0038	-0.0038	-0.0003
Si	-0.0017	-0.0031	-0.0003
Si	0.0001	-0.0031	0.0052
Si	-0.0073	0.0033	0.0046
Si	-0.0026	0.0056	0.0023
Si	0.0013	-0.003	-0.0034
Si	0.008	0.0006	-0.0027
Si	-0.0064	0.0023	-0.0028
Si	0.0018	0.0003	-0.0109
Si	-0.0137	-0.0013	-0.0081
Si	0.001	0.0102	-0.0069
Si	0.0054	0.0013	0.0016
Si	0.0086	0.0025	-0.0006
Si	0.0083	-0.0204	0.0179
Si	0.0055	-0.0012	0.0219
Si	-0.0038	0	0.0175
Si	0.0015	-0.0071	0.0348
Si	0.0084	0.0218	0.0326
Si	-0.0146	0.0011	0.0206
Si	0.0108	-0.0042	0.0003
O	0.0039	-0.0083	0.0148
O	0.0086	-0.0032	0.0121
O	-0.0045	0.0041	-0.0101
O	-0.0046	-0.0067	-0.0076
O	0.001	-0.0024	-0.0112
O	0.0025	0.0059	-0.0119
O	0.0041	-0.0006	-0.0004
O	0.0008	-0.0003	0.0051
O	-0.0005	0.0095	-0.0067
O	-0.005	-0.0045	-0.0099
O	0.0041	-0.0052	-0.0087
O	0.0088	-0.0097	-0.0036
O	0.0016	-0.0018	0.0104
O	0.0123	0.003	-0.022
O	-0.009	0.0066	-0.011
O	-0.0117	-0.0073	-0.0126
O	-0.0064	0.0073	0.008
O	0.0098	-0.0113	0.0107
O	0.0069	-0.0121	0.0289
O	0.0218	-0.0037	0.0151
O	-0.0167	0.0187	0.0108
O	-0.0043	0.0027	0.0004
O	0.0067	0.0088	0.009
O	-0.0102	0.0052	0.0044
Si	0.0012	-0.0039	-0.0106
Si	-0.0028	0.0065	-0.0033
Si	0.0037	-0.0061	-0.0038
Si	-0.0044	0.0013	0.016
Si	-0.0017	-0.0102	0.0098
Si	0.0015	0.001	-0.0034
Si	0.0007	0.0033	0.0031
Si	0.0005	-0.0007	0.0005
Si	0.0048	0.0007	-0.0075
Si	0.0003	-0.0025	0.0022
Si	0.0009	0.0022	-0.0036
Si	-0.0045	0.0041	-0.0009
Si	0.0021	-0.0023	-0.002
Si	-0.004	0.0086	-0.0122
Si	0.0032	0.0085	-0.0071
Si	-0.0017	0.0057	-0.0055
Si	0.0018	0.003	0.0042
Si	-0.0031	0.0026	-0.0035
Si	-0.0055	0.0002	-0.0051
Si	-0.0039	0.0122	0.0035
Si	-0.004	0.0022	-0.0068
Si	0.0014	-0.0005	0.0005
Si	-0.0017	0.0036	-0.009
Si	-0.0131	0.0076	-0.0122
Si	-0.0019	-0.0002	-0.0072
Si	0.0007	-0.0035	-0.0029
Si	0.0006	-0.0025	-0.0007
Si	0.0032	-0.0026	-0.0059
Si	0.0067	-0.0039	-0.0067
Si	0.0106	0.0197	0.0059
Si	0.0042	-0.0191	0.0018
Si	0.0051	-0.0066	-0.0143
Si	-0.0044	-0.0023	-0.0007
Si	0.0039	-0.0022	-0.001
Si	0.0001	-0.0023	0.0025
Si	0.0021	0.0031	-0.0071
O	0.0078	0.0018	-0.0041
O	-0.0001	-0.0025	0.003
O	-0.0055	-0.001	0.0026
O	0.0069	0	0.0043
O	-0.0014	0.001	-0.0004
O	0.0002	0.0025	0.0018
O	-0.0028	-0.0018	0.0018
O	-0.0008	-0.0014	0.0005
O	-0.0026	-0.0023	0.0044
O	-0.0002	0.0002	0.0081
O	-0.0009	0.0024	0.005
O	0.0014	-0.0005	0.0036
O	0.0003	-0.004	0.0051
O	-0.0039	-0.0092	0.0006
O	0.0083	0.0099	0.0002
O	-0.0027	0.0016	0.0037
O	-0.0022	0.0001	-0.0017
O	-0.0017	-0.0035	0.0016
O	-0.0053	0.0045	-0.0045
O	0.0002	0.0006	0.0059
O	-0.0081	0.0031	-0.0137
O	-0.0058	0.0002	-0.0001
O	0.002	0	0.0045
O	0.0009	-0.0005	0.0012
O	-0.001	0.0038	0.0087
O	-0.0014	0.0008	0.0022
O	0.0007	-0.0057	0.0017
O	0.0001	-0.0003	0.0047
O	-0.0008	0.0013	0.0034
O	-0.0005	0.0014	0.0047
O	0.0007	0.0005	0.0031
O	0.0058	-0.0042	-0.0001
O	-0.0017	-0.0038	0.0037
O	-0.0049	0.0052	0.0029
O	0.0012	0.0018	0.0007
O	-0.0152	-0.0131	0.0123
O	0.0028	-0.0059	0.0044
O	-0.0074	-0.0184	0
O	-0.0006	-0.001	0.0015
O	0.0019	0.0008	-0.0094
O	0.0002	0.0015	-0.0007
O	-0.0043	-0.0004	0.0031
O	0.001	-0.0031	0.0079
O	0.0029	0.0014	-0.0023
O	0.0011	-0.0027	0.0057
O	0.0044	-0.0013	0.0013
O	-0.0026	-0.0128	-0.0028
O	0.0032	-0.006	0.0041
O	0	0.0071	0.0042
O	-0.0012	0.0031	0.003
O	-0.001	-0.0025	0.0018
O	0.0027	-0.0022	0.0022
O	-0.0021	0.0011	0.0055
O	-0.0033	-0.0019	0.0042
O	-0.0031	-0.0007	-0.0012
O	0.0026	-0.0004	0.0044
O	0.0027	0.0014	0.0031
O	-0.0017	-0.0017	0.0096
O	-0.0004	-0.0015	0.0012
O	-0.001	-0.0024	0.0007
O	-0.0032	0.0042	-0.0009
O	-0.0045	-0.0017	-0.0042
O	0.0021	0.0025	0.0042
O	-0.0038	0.007	0.0065
H	0.0125	0.0111	-0.007
O	0.0243	0.0119	-0.0321
H	-0.0263	-0.0058	0.0342

The program warned: the cutoff lies below the one the program advises for these potential files; the exchange-correlation potential is rough where the density is thin.
